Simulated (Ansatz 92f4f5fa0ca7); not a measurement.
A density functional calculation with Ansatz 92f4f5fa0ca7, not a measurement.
Periodic cell of 260 atoms, Si140O88H32, with a vacuum gap, from a study of silicon, its oxide and their interface. The atomic structure is a simulated model.

Settings: functional r2SCAN; potential files Ansatz PAW; basis plane waves; wave-function cutoff 800 eV; density cutoff ratio 5; exchange-correlation grid ratio 1; k mesh 1 x 1 x 1, shifted by 0.5 0.5 0 of a step; self-consistency stop 1e-11 eV per atom in the density residual; occupations fixed; spin none; net charge 0; applied field sawtooth along c, amplitude +0.015 V/angstrom in the program's sign convention, ramp centred at 0.9890 of c and 0.0220 of c wide, no dipole correction.

Cell vectors (angstrom)
a  10.888  0  0
b  0  10.888  0
c  0  0  45.4316

Atoms: element, x, y, z (angstrom)
Si  -0.3643  0.1336  30.475
Si  2.3991  3.0411  30.1907
Si  0.0463  5.147  30.3379
Si  2.8935  8.043  30.458
Si  5.8154  -0.0578  30.594
Si  8.3995  2.3749  30.6026
Si  5.116  5.8263  30.3391
Si  7.8148  8.463  30.3849
Si  1.3362  1.3763  31.5632
Si  4.0228  4.1103  31.5649
Si  1.263  6.7921  31.613
Si  4.1106  9.6103  31.7083
Si  6.9256  1.3066  32.0638
Si  9.5187  4.0305  31.7934
Si  6.7178  6.8668  31.6998
Si  9.3988  9.5075  31.813
Si  0.0257  2.6675  33.0946
Si  2.6937  0.062  32.999
Si  -0.0449  8.1365  33.0398
Si  2.6718  5.4447  33.0089
Si  5.3865  2.7727  33.0374
Si  8.2119  -0.0775  33.3525
Si  5.4179  8.2176  33.118
Si  8.1129  5.4665  33.022
Si  1.3638  4.0723  34.4206
Si  4.0475  1.3907  34.4058
Si  1.3449  9.5413  34.359
Si  4.0357  6.8132  34.3921
Si  6.7618  4.1161  34.4002
Si  9.5949  1.3537  34.5329
Si  6.7659  9.4797  34.5682
Si  9.4908  6.7873  34.4161
Si  0.0513  -0.0222  35.8293
Si  2.7161  2.7292  35.8033
Si  -0.0219  5.4259  35.7684
Si  2.6976  8.1825  35.7462
Si  5.3984  0.0227  35.8066
Si  8.1492  2.7419  35.766
Si  5.4184  5.4731  35.7685
Si  8.1652  8.1195  35.8467
Si  1.3855  1.35  37.1819
Si  4.0899  4.0979  37.1348
Si  1.3533  6.8066  37.1052
Si  4.0555  9.5209  37.1476
Si  6.8042  1.3712  37.13
Si  9.5129  4.0718  37.148
Si  6.7886  6.7744  37.1791
Si  9.5441  9.5138  37.152
Si  -0.0103  2.7058  38.5138
Si  2.7336  -0.0128  38.5347
Si  0.0283  8.1641  38.4861
Si  2.7155  5.4509  38.4809
Si  5.4614  2.7396  38.4811
Si  8.1744  0.001  38.4833
Si  5.4328  8.1622  38.511
Si  8.1621  5.4192  38.5217
Si  1.3684  4.0805  6.9214
Si  4.112  1.3795  6.9021
Si  1.3718  9.5044  6.9581
Si  4.0734  6.7885  6.9435
Si  6.8168  4.0497  6.9586
Si  9.5288  1.3309  6.9554
Si  6.8198  9.531  6.9152
Si  9.5619  6.8016  6.8857
Si  0.0156  -0.0266  8.3214
Si  2.7408  2.708  8.2683
Si  0.0172  5.4636  8.265
Si  2.7293  8.1467  8.3266
Si  5.4713  0.039  8.252
Si  8.1799  2.6915  8.3285
Si  5.4309  5.403  8.2935
Si  8.221  8.1583  8.2298
Si  1.4043  1.3509  9.6458
Si  4.0698  4.0362  9.6827
Si  1.3638  6.7702  9.6947
Si  4.1117  9.5815  9.5872
Si  6.8003  1.3396  9.6966
Si  9.5725  4.0951  9.6138
Si  6.872  6.7754  9.5345
Si  9.5519  9.4729  9.6686
Si  0.0982  2.7931  10.9623
Si  2.7593  -0.0094  11.0293
Si  0.0035  8.1124  11.0789
Si  2.7236  5.3981  11.0574
Si  5.4053  2.6735  11.08
Si  8.1987  -0.0382  11.0027
Si  5.5784  8.2316  10.7861
Si  8.163  5.4081  10.9501
Si  1.43  4.032  12.5477
Si  4.0908  1.3071  12.5166
Si  1.3962  9.4945  12.3988
Si  4.2224  6.8897  12.0525
Si  6.7846  4.0734  12.3516
Si  9.5763  1.4188  12.1979
Si  6.8655  9.4477  12.3452
Si  9.5155  6.6893  12.3889
Si  0.2178  0.2984  13.5298
Si  2.5201  2.3944  13.9565
Si  -0.3401  5.0518  13.7384
Si  3.1005  8.3054  13.5004
Si  5.2723  -0.3755  13.6849
Si  8.331  2.8342  13.5967
Si  5.6357  5.7575  13.5112
Si  7.9468  7.83  13.6954
Si  -8.461  24.0394  19.2636
Si  5.9308  30.5364  19.9421
Si  7.2312  26.3246  23.0764
Si  12.27  9.8515  28.3585
Si  11.4148  30.6151  20.0594
Si  27.515  11.301  26.4546
Si  30.5707  11.4676  17.7422
Si  24.8175  23.2102  27.6312
Si  -5.6358  38.8512  21.3748
Si  17.553  30.9049  24.7308
Si  19.5206  -0.8272  20.3629
Si  0.4487  6.2516  21.5883
Si  14.7654  4.8383  19.1043
Si  -3.3522  17.025  25.6015
Si  11.6869  27.1271  16.615
Si  26.7284  10.3901  22.4135
Si  14.4338  6.1578  15.5552
Si  2.2455  21.8955  21.4147
Si  32.8432  -2.796  23.6533
Si  14.7944  18.5148  17.9225
Si  25.7619  13.7327  16.8003
Si  -1.8008  21.3576  23.3122
Si  -12.0076  9.4343  15.6682
Si  17.4883  1.3652  15.8608
Si  -1.5635  39.4094  28.1845
Si  -16.4879  2.1173  23.8096
Si  6.3741  12.9621  28.5022
Si  13.2793  2.8463  24.8759
Si  21.3875  -18.895  18.3427
Si  31.3652  14.7257  21.0437
Si  2.861  16.5392  25.8314
Si  2.7735  -4.1309  23.071
Si  11.6201  40.4759  26.5587
Si  11.8907  8.1992  17.2977
Si  -5.4992  4.7835  27.4577
Si  0.102  1.7486  22.9845
O  10.459  13.7307  21.9474
O  14.3539  -15.4582  24.4722
O  22.6988  -3.5492  20.4922
O  7.6526  2.125  14.8977
O  15.2322  22.3246  27.259
O  -8.9795  17.6108  26.5518
O  9.8918  5.5397  29.1189
O  5.6757  1.3142  25.1381
O  15.8171  15.8507  20.3441
O  5.5233  3.1804  27.6679
O  -1.134  12.7191  17.3648
O  12.1049  4.127  29.7841
O  -11.1237  7.5566  27.803
O  14.6574  24.4862  23.996
O  12.146  9.3182  26.8317
O  -4.5079  3.2692  23.5696
O  10.3996  6.9623  22.7106
O  2.8829  23.048  20.4574
O  11.253  30.8244  18.4843
O  4.3812  25.9613  17.6872
O  -1.4465  3.907  14.1229
O  25.74  6.9632  22.0025
O  -18.6808  24.3766  28.7693
O  17.8024  1.007  27.4062
O  10.0632  -0.25  14.6502
O  35.1682  34.6632  26.2336
O  8.0266  5.2343  24.3305
O  12.6897  18.9448  23.3669
O  17.6683  9.6668  29.914
O  16.9085  9.7596  26.0778
O  15.0208  9.4167  14.1342
O  16.9847  18.1938  20.5978
O  15.8674  -2.2853  18.6333
O  0.5973  6.6542  17.5327
O  3.9639  17.8094  29.943
O  2.0587  15.2529  25.3012
O  -16.1765  20.256  23.512
O  13.5841  7.2486  14.6919
O  5.2911  20.7434  20.9339
O  16.6483  16.3343  28.8826
O  -0.5118  -1.3955  23.3282
O  -2.5846  10.549  21.8782
O  20.0888  20.9736  17.0199
O  6.7703  6.7688  14.1639
O  8.212  25.9209  21.8425
O  19.5553  19.3148  15.0435
O  14.2206  21.3743  22.4972
O  9.9447  30.941  20.608
O  5.4403  22.8149  22.6066
O  13.284  5.2677  16.2854
O  18.4252  2.8647  29.2913
O  21.8327  5.6084  15.2129
O  8.9012  54.8452  19.3524
O  1.0876  13.2589  24.0766
O  10.8903  20.9865  29.1673
O  4.5158  17.8327  16.5907
O  -4.8859  10.9754  15.072
O  0.9373  11.554  22.1517
O  25.6865  5.1666  26.9477
O  1.7577  16.5593  22.3792
O  2.3045  8.7844  29.1367
O  4.5646  16.1394  14.6711
O  7.2998  11.8052  17.2408
O  12.2036  1.3009  14.233
O  -7.6596  23.6765  17.8921
O  24.8311  24.622  15.4456
O  9.6975  22.815  23.6689
O  29.2148  9.2411  19.6428
O  8.6367  17.1663  26.7916
O  16.2901  24.1103  16.2713
O  23.5213  31.5435  20.5303
O  -0.4162  5.1621  20.8386
O  0.8372  -8.782  19.0629
O  3.436  -4.4994  18.8761
O  0.3116  8.7118  15.9316
O  13.5972  -17.9434  19.6175
O  31.2122  3.3254  19.505
O  17.0399  38.2938  22.5722
O  8.0188  20.8463  24.4006
O  11.1186  4.0763  17.4273
O  9.4805  1.3017  29.9914
O  27.2524  12.0606  29.5378
O  -2.5364  7.7245  29.0247
O  7.0315  -14.1955  25.0314
O  17.2216  5.311  26.2784
O  -0.1022  18.617  25.1914
O  2.0186  0.4191  28.3144
O  2.5984  -2.4529  17.4175
H  0.8127  3.5264  39.4462
H  -0.8242  1.8762  39.4462
H  1.9145  -0.8373  39.4671
H  3.5513  0.8131  39.4671
H  -0.7911  7.3399  39.4185
H  0.8511  8.9849  39.4185
H  1.9008  4.6221  39.4134
H  3.5434  6.2665  39.4134
H  6.297  3.5473  39.4135
H  4.6428  1.9145  39.4135
H  9.0037  0.8153  39.4157
H  7.3537  -0.8218  39.4157
H  4.6153  7.3362  39.4434
H  6.26  8.9786  39.4434
H  7.3476  4.5901  39.4541
H  8.989  6.2358  39.4541
H  0.5454  3.2599  5.9889
H  2.1831  4.9093  5.9889
H  4.9306  2.2045  5.9697
H  3.2943  0.5536  5.9697
H  2.1909  10.3289  6.0257
H  0.549  8.6836  6.0257
H  3.2454  5.973  6.011
H  4.8909  7.6146  6.011
H  7.6312  4.8788  6.0262
H  5.9811  3.242  6.0262
H  10.3428  2.1605  6.023
H  8.6996  0.5167  6.023
H  7.6406  10.3539  5.9827
H  5.9926  8.7147  5.9827
H  8.735  5.985  5.9533
H  10.3812  7.6259  5.9533

Results
free energy: -140244.229 eV
free energy less fixed offsets of H -15.71, O -570.45, Si -639.56 eV per atom: -3.509 eV

Forces (eV/angstrom), in the order of the atoms: element, x, y, z
Si  -0.0026  0.0073  0.0292
Si  -0.0075  0.0045  0.0391
Si  0.0066  -0.0034  0.035
Si  0.0047  -0.0049  0.0269
Si  -0.0018  -0.0069  0.0383
Si  0.0058  -0.0002  0.0356
Si  -0.0073  0.0021  0.0393
Si  -0.0033  0.0061  0.0368
Si  -0.0027  -0.0057  -0.0016
Si  0.0046  0.0039  -0.005
Si  0.0031  0.0032  -0.0026
Si  -0.0039  -0.0022  -0.0055
Si  0.0034  -0.0018  -0.0099
Si  -0.002  -0.0047  -0.0068
Si  -0.0024  -0.0028  -0.0018
Si  0.0047  0.003  -0.002
Si  -0.0005  0.0076  -0.0163
Si  0.0043  0.0017  -0.0144
Si  -0.004  -0.0009  -0.0091
Si  -0.006  -0.0031  -0.0161
Si  0.0035  -0.0089  -0.0095
Si  -0.0072  0.0041  -0.0105
Si  0.0015  0.0059  -0.0141
Si  0.0044  -0.0004  -0.0158
Si  0.0011  -0.0098  0.0022
Si  -0.0036  0.0003  0.0036
Si  -0.0072  0.0061  0.0084
Si  0.0097  -0.0065  0.0075
Si  -0.0016  0.0004  0.0076
Si  0  -0.0008  0.0067
Si  0.0066  -0.0033  0.0074
Si  -0.0065  0.0049  0.0056
Si  0.0045  -0.0013  0.0215
Si  -0.0027  -0.0015  0.0196
Si  0.0032  -0.0039  0.016
Si  -0.011  0.0145  0.0301
Si  -0.0056  0.005  0.0235
Si  0.0001  -0.0028  0.019
Si  0.0102  -0.0016  0.0205
Si  -0.0007  0.0049  0.0058
Si  0.0209  0.0271  0.1782
Si  -0.0371  -0.037  0.1665
Si  -0.0238  -0.0351  0.1786
Si  0.0297  0.0062  0.1905
Si  -0.0133  -0.0192  0.1713
Si  0.0288  0.0236  0.1892
Si  0.0119  0.0179  0.1836
Si  -0.0251  -0.0224  0.1657
Si  0.037  -0.0097  0.2198
Si  0  0.0754  0.389
Si  -0.1354  -0.085  0.3931
Si  0.0181  -0.0192  0.2177
Si  -0.0591  -0.0297  0.342
Si  -0.0323  -0.0295  0.2564
Si  0.0129  -0.0071  0.2331
Si  -0.0038  0.0133  0.345
Si  0.036  -0.0208  -0.2391
Si  -0.024  0.0438  -0.4398
Si  0.0085  0.0062  -0.2202
Si  0.0278  -0.0579  -0.192
Si  -0.0372  0.0138  -0.2507
Si  0.0104  -0.0294  -0.158
Si  0.0662  0.0193  -0.2906
Si  0.0734  0.0899  -0.4935
Si  0.026  0.0307  -0.1691
Si  -0.0173  -0.0017  -0.1801
Si  0.0091  -0.012  -0.1901
Si  0.0036  0.0147  -0.1738
Si  -0.0114  -0.0302  -0.1959
Si  0.0203  0.0225  -0.1741
Si  0.0056  0.0012  -0.1631
Si  -0.0157  0.0101  -0.1962
Si  -0.0032  -0.0044  -0.0114
Si  0.0074  0.0051  -0.0233
Si  0.0044  -0.0003  -0.0266
Si  0.0036  -0.0073  -0.011
Si  -0.0055  0.0094  -0.0303
Si  -0.0031  -0.0025  -0.0146
Si  -0.0006  -0.007  -0.0115
Si  0.0087  -0.0131  -0.0237
Si  0.0087  0.002  -0.0112
Si  0.0024  0.0042  -0.0056
Si  -0.0059  0.0024  -0.0087
Si  -0.0009  -0.008  -0.0159
Si  -0.0049  -0.0001  -0.0084
Si  -0.0039  -0.0105  -0.0076
Si  0.0017  -0.0013  -0.0084
Si  0.0023  0.0109  -0.0087
Si  -0.0085  -0.0032  0.0115
Si  -0.0013  -0.0104  0.0121
Si  0.0074  0.0057  0.0112
Si  0.0062  0.0076  0.0132
Si  0.0095  0.0056  0.0083
Si  0.0037  0.0097  0.0119
Si  -0.0081  -0.006  0.0111
Si  -0.0039  -0.0086  0.0127
Si  -0.008  -0.0062  0.0183
Si  0.0066  0.0054  0.0282
Si  0.0069  0.0073  0.0297
Si  0.0001  -0.0116  0.019
Si  0.0052  0.005  0.0196
Si  -0.0021  -0.004  0.02
Si  -0.0125  -0.0001  0.0142
Si  0.0089  0.0048  0.0151
Si  -0.0024  -0.0085  0.0601
Si  0.0018  0.0041  0.053
Si  0.0005  0  0.0602
Si  -0.0031  -0.0027  0.0529
Si  0.0071  -0.0082  0.0742
Si  -0.0016  0.0089  0.0657
Si  0.0117  0.006  0.0703
Si  -0.003  0.0007  0.0636
Si  0.0003  0.0053  0.058
Si  -0.0002  -0.0093  0.0637
Si  -0.0045  -0.0069  0.0677
Si  -0.0002  0.0015  0.0535
Si  0.0077  0.0042  0.0605
Si  0.0021  -0.003  0.0655
Si  -0.0017  -0.0079  0.0611
Si  0.0112  0.0066  0.0517
Si  0.0005  0.002  0.0589
Si  -0.0019  -0.0037  0.0576
Si  -0.0007  -0.0002  0.0633
Si  0.0072  0.0086  0.0618
Si  -0.0007  0.0047  0.0727
Si  0.0004  -0.0072  0.0529
Si  0.0108  0  0.0625
Si  -0.0016  0.0024  0.0605
Si  -0.0019  -0.0011  0.0615
Si  -0.005  -0.0026  0.0566
Si  0.0062  0.0025  0.0627
Si  0.0091  -0.0005  0.0576
Si  -0.0077  -0.003  0.0627
Si  -0.0044  0.0057  0.0653
Si  0.0022  -0.0025  0.0626
Si  0.0035  -0.0002  0.0568
Si  0.001  0.0129  0.0643
Si  0.0039  0.0093  0.0572
Si  0.0071  -0.0068  0.0653
Si  0.0064  0.0038  0.0553
O  -0.0065  0.0112  -0.0282
O  -0.0011  0.0091  -0.0423
O  0.0001  0.014  -0.0261
O  0.0133  0.0116  -0.0393
O  0.0104  -0.0027  -0.0209
O  0.0064  -0.0083  -0.0255
O  -0.0098  0.0109  -0.0295
O  -0.0023  0.016  -0.045
O  -0.0125  -0.0105  -0.0377
O  -0.005  0.0059  -0.0248
O  -0.0064  -0.0065  -0.0171
O  0.0018  -0.003  -0.0169
O  0.012  0.0052  -0.0255
O  0.0079  -0.0035  -0.0222
O  -0.0037  -0.0113  -0.0302
O  0.0056  0.0066  -0.019
O  0.0022  -0.0088  -0.0293
O  0.0006  0.0179  -0.036
O  0.0001  -0.0018  -0.0402
O  0.0021  -0.0128  -0.0387
O  -0.0031  -0.003  -0.0143
O  0.0121  -0.0044  -0.0283
O  0.0061  -0.0099  -0.0351
O  -0.0036  -0.0134  -0.0301
O  0.0104  0.0129  -0.0337
O  -0.0068  0.0127  -0.0461
O  -0.0037  -0.0112  -0.0381
O  0.0041  -0.0017  -0.0212
O  0.0032  -0.0023  -0.0166
O  0.0068  -0.011  -0.0316
O  0.0016  0.0008  -0.017
O  0.0009  0.0109  -0.0235
O  -0.0167  -0.008  -0.033
O  0.0001  -0.0097  -0.0271
O  0.0021  -0.003  -0.0162
O  -0.0017  -0.0067  -0.0238
O  -0.0123  0.0086  -0.0345
O  -0.0029  0.0172  -0.0355
O  0.0057  -0.0126  -0.0378
O  0.0021  -0.0087  -0.0434
O  -0.0029  0.007  -0.0176
O  -0.0022  -0.0044  -0.044
O  0.0054  -0.0124  -0.0329
O  -0.0004  -0.0019  -0.0217
O  0.0158  -0.0042  -0.0438
O  -0.0162  -0.0123  -0.0309
O  -0.0109  0.0033  -0.0283
O  0.0025  0.0006  -0.0196
O  -0.0012  -0.0132  -0.0302
O  0.0063  0.0011  -0.0215
O  -0.0137  -0.0006  -0.0285
O  -0.011  -0.0036  -0.0468
O  0.0019  0.0115  -0.0431
O  -0.0206  -0.0105  -0.0323
O  0.0102  -0.008  -0.0278
O  -0.0013  -0.0102  -0.0403
O  -0.0103  -0.0125  -0.0331
O  0.0098  -0.0087  -0.0273
O  -0.0156  0.005  -0.0289
O  -0.0094  -0.0025  -0.025
O  -0.0111  0.0104  -0.03
O  0.0189  -0.0046  -0.0317
O  -0.0141  0.005  -0.0333
O  -0.0007  -0.003  -0.0146
O  0.0135  0.0048  -0.0417
O  -0.0166  -0.0071  -0.0578
O  0.0034  0.0025  -0.0223
O  0.0009  0.0017  -0.0139
O  -0.0142  -0.0034  -0.0403
O  0.0087  -0.0039  -0.0248
O  -0.0072  -0.0068  -0.0266
O  -0.0039  -0.0045  -0.0222
O  -0.0046  0.0038  -0.0283
O  -0.0022  0.0088  -0.0365
O  -0.0123  0.0061  -0.0329
O  0.0026  -0.0001  -0.0261
O  0.0085  -0.0095  -0.0452
O  -0.0115  0.0089  -0.0338
O  0.0146  0.006  -0.0255
O  0.0083  0.0186  -0.0359
O  0.0002  -0.003  -0.0216
O  0.0007  0.0112  -0.0295
O  0.0089  -0.0115  -0.0284
O  -0.0038  0.0116  -0.021
O  0.0117  0.0091  -0.031
O  -0.0035  0.0043  -0.0514
O  0.0069  0.006  -0.0219
O  -0.0045  0.0002  -0.0267
H  -0.301  -0.248  -0.2669
H  0.3152  0.3469  -0.2538
H  0.2962  0.3562  -0.241
H  -0.2114  -0.3261  -0.255
H  0.2765  0.2483  -0.2577
H  -0.2962  -0.3418  -0.2922
H  0.2492  0.3001  -0.2906
H  -0.3448  -0.2775  -0.2714
H  -0.3756  -0.3273  -0.2726
H  0.2477  0.2807  -0.285
H  -0.3512  -0.306  -0.2748
H  0.264  0.291  -0.2818
H  0.2841  0.3407  -0.2496
H  -0.3058  -0.2501  -0.2712
H  0.3917  0.3285  -0.2285
H  -0.2753  -0.2163  -0.2802
H  0.258  0.2769  0.2661
H  -0.3012  -0.357  0.2392
H  -0.4023  -0.3253  0.2093
H  0.2555  0.2309  0.2592
H  -0.2158  -0.2681  0.3009
H  0.3157  0.3398  0.2816
H  0.3033  0.3468  0.2674
H  -0.2403  -0.27  0.2987
H  -0.2399  -0.2473  0.3123
H  0.4252  0.2879  0.2583
H  -0.2533  -0.2667  0.2986
H  0.3604  0.3046  0.2773
H  -0.3497  -0.3442  0.2112
H  0.2585  0.2531  0.2801
H  0.2648  0.2318  0.2651
H  -0.3036  -0.385  0.1905

The program warned: the cutoff lies below the one the program advises for these potential files; the forces do not sum to zero within the program's tolerance; empty levels may hold ghost states of the PAW files; the exchange-correlation potential is rough where the density is thin.
